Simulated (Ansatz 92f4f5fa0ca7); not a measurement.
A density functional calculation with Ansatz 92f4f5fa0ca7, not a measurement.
Periodic cell of 273 atoms, Si165O106As2, from a study of silicon, its oxide and their interface. The atomic structure is a simulated model.
Doubt: the cutoff is far below the 930 eV that the study's wrapper takes by default for these files, so forces and energies are approximate.
This geometry differs little from another in the collection (a relaxation step or a small displacement).

Settings
functional: PBE
potential files: Ansatz PAW
basis: plane waves
wave-function cutoff: 580 eV
density cutoff ratio: 5
exchange-correlation grid ratio: 1
k mesh: 1 x 1 x 1, Gamma-centred
self-consistency stop: 5e-08 eV per atom in the density residual
occupations: fixed
spin: none
net charge: 0

Cell vectors (angstrom)
a	11.6015	0	0
b	0	13.3963	0
c	0	0	29.8085

Atoms: element, x, y, z (angstrom)
Si	11.5482	0.1819	22.9197
Si	3.9125	0.1546	23.0319
Si	7.6691	0.1211	23.1442
Si	2.0638	3.4544	22.8903
Si	5.8989	3.6806	23.0093
Si	9.7578	3.5328	23.0363
Si	11.6577	6.8584	23.0642
Si	3.9545	7.0333	23.1788
Si	7.7852	6.8897	23.2643
Si	2.0344	10.237	23.2464
Si	5.8579	10.0952	23.2916
Si	9.8448	10.0873	23.2241
Si	11.694	2.3871	23.7616
Si	3.9929	2.4028	23.7608
Si	7.7865	2.4108	23.7794
Si	2.027	5.7068	23.6982
Si	5.8256	5.8027	23.9896
Si	9.7364	5.7261	23.9
Si	11.7522	9.024	24.0208
Si	3.9046	9.1333	24.1737
Si	7.8496	9.0906	24.0274
Si	1.9122	12.5056	23.8058
Si	5.7756	12.3723	23.9209
Si	9.6796	12.3951	23.7913
Si	11.6398	2.2921	26.1715
Si	3.9097	2.3043	26.1749
Si	7.7562	2.309	26.1861
Si	1.9722	5.6195	26.1426
Si	5.8101	5.6563	26.3223
Si	9.7037	5.6332	26.2656
Si	11.663	8.9739	26.3469
Si	3.8821	9.0101	26.4611
Si	7.7896	9.0045	26.3533
Si	1.9217	12.3827	26.2061
Si	5.796	12.3289	26.2806
Si	9.683	12.345	26.1945
Si	1.9622	1.1932	27.019
Si	5.8248	1.1803	27.021
Si	9.6925	1.1802	27.0028
Si	11.6439	4.5046	27.0133
Si	3.8756	4.5073	27.0353
Si	7.753	4.515	27.0448
Si	1.9613	7.8091	27.0772
Si	5.8431	7.8785	27.0915
Si	9.7121	7.8518	27.074
Si	11.612	11.2347	27.0385
Si	3.8442	11.2657	27.0758
Si	7.7576	11.2417	27.0584
Si	1.9336	1.1164	29.4135
Si	5.8008	1.1164	29.4135
Si	9.6679	1.1164	29.4135
Si	0	4.4654	29.4135
Si	3.8672	4.4654	29.4135
Si	7.7343	4.4654	29.4135
Si	1.9336	7.8145	29.4135
Si	5.8008	7.8145	29.4135
Si	9.6679	7.8145	29.4135
Si	0	11.1635	29.4135
Si	3.8672	11.1635	29.4135
Si	7.7343	11.1635	29.4135
Si	0	0	0.3944
Si	3.8672	0	0.3944
Si	7.7343	0	0.3944
Si	1.9336	3.3491	0.3944
Si	5.8008	3.3491	0.3944
Si	9.6679	3.3491	0.3944
Si	0	6.6981	0.3944
Si	3.8672	6.6981	0.3944
Si	7.7343	6.6981	0.3944
Si	1.9336	10.0472	0.3944
Si	5.8008	10.0472	0.3944
Si	9.6679	10.0472	0.3944
Si	11.5331	-0.0508	2.7527
Si	3.8379	-0.0667	2.7541
Si	7.667	-0.0925	2.7221
Si	1.9357	3.2547	2.7535
Si	5.7457	3.2715	2.8117
Si	9.5837	3.2987	2.7725
Si	11.5667	6.6214	2.763
Si	3.8692	6.631	2.7495
Si	7.7225	6.6564	2.7818
Si	1.914	9.9917	2.7568
Si	5.815	10.0498	2.7383
Si	9.6706	9.9705	2.759
Si	11.546	2.201	3.4565
Si	3.8271	2.1009	3.6793
Si	7.6574	2.0907	3.5786
Si	1.9088	5.4917	3.4835
Si	5.7989	5.5236	3.5866
Si	9.6353	5.5174	3.6271
Si	11.6015	8.8525	3.5712
Si	3.8922	8.8881	3.4502
Si	7.7249	8.8993	3.5766
Si	1.8663	12.2279	3.5334
As	5.7601	12.2389	3.7723
Si	9.5925	12.1865	3.5355
Si	11.4594	2.1563	5.7767
Si	3.7363	1.963	6.1235
Si	7.5624	1.8905	5.9586
Si	1.8776	5.3744	5.8194
Si	5.7889	5.441	5.9674
Si	9.589	5.4172	6.0337
Si	11.6195	8.7636	5.9492
Si	3.9086	8.7834	5.7708
Si	7.7385	8.8239	5.9604
Si	1.7426	12.1598	5.9
As	5.5678	11.9527	7.3749
Si	9.5141	12.0955	5.9061
Si	1.6067	0.9586	6.7531
Si	5.654	0.9335	7.173
Si	9.6204	0.9241	6.6175
Si	11.559	4.3086	6.7438
Si	3.8205	4.2765	6.5907
Si	7.665	4.1242	6.6502
Si	2.0244	7.6026	6.5273
Si	5.8126	7.7214	6.7369
Si	9.6827	7.6916	6.7526
Si	11.4162	10.963	6.7995
Si	3.5464	10.8953	6.7273
Si	7.7273	10.9506	7.016
O	9.881	7.8918	8.4109
O	9.8881	0.8231	8.266
O	1.0167	0.8912	8.3397
O	2.7873	10.5049	8.1649
O	5.8098	7.9346	8.395
O	5.6872	1.2713	8.8367
O	3.7574	4.3092	8.2377
O	7.6485	3.7104	8.282
O	0.0597	4.2587	8.4157
O	11.1846	10.939	8.4586
O	8.2115	10.7465	8.6278
O	2.3787	7.4567	8.1276
O	11.4204	0.2059	21.2425
O	9.765	3.6374	21.3731
O	4.1425	7.5398	21.5912
O	5.9996	4.1637	21.3953
O	5.7492	9.7512	21.657
O	2.1324	3.3787	21.2097
O	7.368	13.4531	21.5035
O	4.0109	0.1552	21.3694
O	7.7033	6.9801	21.6186
O	2.1231	10.1744	21.5977
O	11.5311	6.9699	21.4029
O	10.1716	9.6594	21.6343
Si	11.5715	6.4354	11.3082
Si	1.5784	10.3599	16.2578
Si	0.2293	3.6751	9.9343
Si	8.0874	12.8591	20.1769
Si	2.7472	10.438	9.7858
Si	2.5703	10.3907	20.0553
Si	10.3521	3.6952	19.8524
Si	0.2762	12.796	17.1207
Si	10.8259	0.6954	19.7901
Si	3.1592	7.7409	16.2409
Si	0.3216	6.4846	19.9012
Si	9.4101	2.5465	14.3446
Si	2.9196	2.5369	11.0686
Si	5.1406	11.9894	15.3589
Si	4.9393	8.6746	20.7121
Si	3.6012	-0.4224	11.2791
Si	5.5883	8.8844	14.815
Si	-0.1967	11.3015	10.0457
Si	9.452	10.0122	20.2166
Si	3.4531	0.05	19.8385
Si	7.4596	4.6978	9.5578
Si	2.3709	12.3539	14.1605
Si	6.2403	0.593	10.2462
Si	2.7823	2.8964	19.7718
Si	5.7247	4.4813	13.7091
Si	7.4819	0.224	15.6167
Si	9.6141	11.3447	15.2606
Si	1.9824	6.5567	13.5621
Si	2.8554	3.5289	14.0388
Si	11.6983	9.1676	18.4111
Si	11.2158	0.8599	9.2247
Si	9.1143	7.312	9.7304
Si	8.6878	8.5536	14.643
Si	4.7703	7.1722	12.3722
Si	2.9674	5.622	18.762
Si	2.5281	7.3846	9.7279
Si	6.2611	8.4434	9.881
Si	4.326	4.7516	9.6778
Si	9.3543	10.4751	12.3502
Si	5.941	13.0458	17.9711
Si	7.9739	4.9163	18.4039
Si	8.3147	5.424	15.2597
Si	7.3616	11.0799	10.015
Si	5.3767	4.1923	19.8825
Si	0.8072	1.4919	15.0712
Si	7.5476	7.5228	20.1042
Si	7.6688	2.8341	11.9366
O	3.4461	6.0683	10.1195
O	1.9679	2.6589	15.1093
O	-0.3852	12.9336	10.1987
O	8.3678	8.8857	19.8359
O	2.4081	1.3071	19.527
O	8.1349	5.3208	16.8558
O	2.7426	11.9799	19.7072
O	7.1565	8.7451	15.1617
O	1.2935	0.1918	14.1902
O	4.4142	3.8431	14.4894
O	4.2497	3.418	10.6494
O	10.9728	2.0943	14.5438
O	11.3757	4.8266	11.0073
O	10.8551	12.0204	16.0859
O	8.9665	6.9131	14.8448
O	1.7823	3.3446	10.2517
O	8.4575	5.9225	9.2173
O	11.1551	2.2918	19.5423
O	5.3897	7.6094	10.9448
O	11.4133	7.5908	18.7877
O	7.8625	8.2415	10.1883
O	10.1271	7.1385	10.9972
O	9.2319	4.1252	14.8046
O	8.8175	11.4626	20.5218
O	10.5194	10.5092	11.1864
O	8.3703	12.2546	15.8053
O	4.4254	2.871	19.8228
O	4.6504	0.2362	18.7502
O	10.4696	10.089	18.9535
O	6.787	0.7118	17.035
O	0.5101	6.7388	12.8397
O	1.039	7.1175	10.302
O	3.1359	7.1829	12.5736
O	3.945	9.5523	19.7697
O	6.7987	5.2436	14.667
O	0.6114	0.9055	16.5806
O	1.5696	11.7727	17.1236
O	5.3867	8.3179	13.3215
O	2.9528	12.3463	12.6373
O	6.4616	3.2342	12.964
O	2.8001	9.3122	16.5939
O	5.9978	7.8901	19.7532
O	1.9435	6.3872	19.7729
O	1.4404	9.687	19.1488
O	9.464	9.7202	15.5457
O	3.0793	8.8759	10.2123
O	9.0238	9.0133	13.0814
O	2.1443	7.2944	15.0167
O	9.1282	3.8412	18.7969
O	4.7305	7.8925	15.8048
O	7.2585	1.5976	10.9917
O	8.1263	6.3311	19.183
O	5.9025	5.1622	9.6247
O	6.9827	-0.9174	19.0675
O	11.0574	2.2394	10.1095
O	9.024	2.4657	12.7601
O	9.7298	11.4899	13.6081
O	6.5579	4.1865	18.7657
O	6.0621	10.064	10.0312
O	1.2977	10.8019	10.4104
O	5.1771	10.4666	14.7752
O	1.6943	10.9089	14.6788
O	11.392	13.0693	18.6482
O	5.4325	11.8601	16.967
O	8.0492	10.9405	11.4934
O	11.2971	5.0059	19.6288
O	8.3821	1.4869	15.097
O	2.4206	4.0429	18.6149
O	3.6904	11.6794	10.2865
O	9.1933	0.5653	19.7123
O	2.8049	2.6315	12.6836
O	3.6586	12.6319	15.128
O	7.9795	4.1012	10.9672
O	5.123	0.1701	11.3698
O	4.4207	5.4827	19.5084
O	6.222	13.058	14.6919
O	3.0565	6.564	17.4018
O	2.8068	0.927	10.7307
O	0.2959	9.447	16.7981
O	5.2332	5.6319	12.66
O	2.1341	4.9569	13.7864
O	7.064	12.6597	9.8585

Results
free energy: -174885.929 eV
free energy less fixed offsets of As -4856.12, O -568.88, Si -635.61 eV per atom: 3.241 eV

Forces (eV/angstrom), in the order of the atoms: element, x, y, z
Si	0.0004	-0.0015	0
Si	0.0006	0	0.001
Si	-0.0004	-0.0005	0.0005
Si	0.0027	0.0009	0.0003
Si	0.0006	-0.0002	-0.0001
Si	-0.0034	0.0013	0.0007
Si	0.0007	-0.0001	0.0004
Si	0.0001	-0.0001	-0.0001
Si	0.0013	0.001	0.0009
Si	-0.0008	0	0.0001
Si	0.0009	0.0001	0.0007
Si	0.0004	-0.0007	-0.0002
Si	0.0006	-0.0013	-0.0006
Si	-0.0016	-0.0001	-0.0003
Si	0.0013	0	-0.0003
Si	-0.0006	0.0006	0
Si	0.0005	0.0016	-0.0005
Si	0.0002	0.0004	0.0003
Si	0.0002	0.0003	-0.0001
Si	0.0006	-0.0003	-0.0004
Si	-0.0007	-0.0005	0.001
Si	0.0012	0.0015	0.0004
Si	0.0001	0.0002	0
Si	0.0005	0.0011	-0.0005
Si	-0.0003	0.0021	0.0013
Si	0.0003	0.0001	-0.0001
Si	-0.0006	0.0001	-0.0002
Si	0.0006	0	-0.0002
Si	0.0001	-0.0025	0.0009
Si	-0.0006	0.0001	-0.0005
Si	-0.0001	0.0005	0
Si	-0.0005	0.0002	0.0004
Si	0.0002	0.0001	0.0003
Si	0	-0.0008	0.0001
Si	-0.0001	-0.0002	0.0002
Si	0.0001	-0.0006	0.0002
Si	0.0021	-0.0008	-0.002
Si	0.0002	-0.0004	0.0015
Si	-0.002	-0.0004	-0.0016
Si	0.0001	-0.0002	0
Si	-0.0004	0.001	0
Si	0.0011	0.0007	-0.0001
Si	0	-0.0008	-0.0001
Si	0.0001	0.0019	-0.0018
Si	0.0002	-0.0008	0.0001
Si	0.0005	0.0004	0.0002
Si	0.0009	0.0008	0.0007
Si	-0.0009	0.0007	0.0007
Si	0.0582	0.1731	-0.1801
Si	0.053	0.1351	-0.1606
Si	0.0787	0.0815	-0.2638
Si	0.1353	0.0721	-0.1048
Si	-0.0748	0.0405	-0.1109
Si	0.0952	0.0319	0.0169
Si	0.0116	-0.1731	0.2955
Si	0.0999	0.0314	0.4151
Si	0.0834	-0.0048	0.1784
Si	0.0108	0.1647	-0.0623
Si	-0.0918	0.2754	0.2553
Si	0.0466	0.1951	0.0222
Si	-0.1323	-0.1205	-0.125
Si	-0.0702	-0.0844	0.0221
Si	-0.0621	-0.1373	-0.2768
Si	0.1203	-0.2067	-0.028
Si	-0.1362	-0.1408	0.2665
Si	-0.2296	-0.0395	0.0259
Si	-0.1283	-0.0361	0.0708
Si	0.0123	-0.1342	-0.068
Si	-0.0006	-0.0223	0.1677
Si	-0.0495	-0.0226	-0.1023
Si	0.1119	-0.0101	-0.199
Si	-0.0085	-0.1297	-0.0525
Si	-0.0003	0.0001	-0.0009
Si	-0.0018	-0.0003	-0.0026
Si	0.0078	-0.0001	-0.0038
Si	0.0019	-0.0021	0.0023
Si	0.0001	-0.0011	0.0003
Si	-0.0002	-0.002	0.0024
Si	-0.0004	-0.0008	0.0006
Si	0.0009	0	0.0034
Si	-0.0003	0.0003	0.0027
Si	0.0008	0.0008	0.0007
Si	0.0019	0.0017	-0.001
Si	-0.0009	0.0011	0.0004
Si	-0.0008	0.0018	-0.0013
Si	0.0014	0.0011	-0.0011
Si	-0.0015	0.0012	-0.0013
Si	-0.0013	0.0003	-0.0003
Si	0	-0.0022	0.0003
Si	0.0003	0	-0.0008
Si	0.0008	0.0008	0
Si	-0.004	0.0019	-0.0011
Si	0.0031	0.001	-0.0014
Si	0.0023	-0.0012	0.0006
As	-0.0055	-0.0015	0.0022
Si	-0.0034	-0.0002	-0.0002
Si	0.0018	0.0002	-0.0016
Si	-0.0012	-0.0002	0.0004
Si	0.004	-0.0002	-0.001
Si	0.0003	-0.0007	-0.0012
Si	0.0005	0.0004	0.0009
Si	-0.0006	-0.001	0.0004
Si	0.0002	0.0026	-0.0011
Si	0.0041	-0.0031	-0.0013
Si	-0.0019	-0.0025	-0.0034
Si	0.0004	-0.0061	0.0005
As	-0.0133	-0.0164	0.0266
Si	0.0011	-0.0054	0.001
Si	0.0017	0.0009	0.0016
Si	0.0007	0.0085	-0.0054
Si	-0.0018	-0.0005	0.0014
Si	0.0009	0.0018	0.0002
Si	-0.0007	0.0006	0.0006
Si	-0.0001	0.0004	0.0011
Si	0.002	-0.0016	0.0002
Si	-0.001	-0.0002	0
Si	0.0019	0.0001	0.0006
Si	-0.0047	0.0061	-0.002
Si	0.0013	0.0217	-0.0022
Si	0.0089	0.0123	0.0011
O	-0.0002	-0.0004	0.0004
O	0.0009	0.0005	0.0017
O	0.0008	0.0001	-0.0004
O	0.0067	-0.0032	-0.0014
O	-0.0004	-0.0002	0.0004
O	0.0011	-0.003	-0.0037
O	0.0008	0.0004	0.0005
O	-0.0005	0.001	0
O	0.0001	0.0008	-0.0004
O	-0.0011	-0.0015	0.0016
O	-0.0036	-0.0012	-0.0006
O	0	-0.0004	0.0021
O	-0.0003	0.0007	0
O	0.0014	-0.0004	0.0004
O	0.0005	0.0003	-0.0001
O	-0.0002	0.0002	0.0005
O	-0.0001	-0.0002	-0.0002
O	-0.0004	-0.0001	0
O	0.0005	0.0003	0.0002
O	0	0.0002	-0.0008
O	0	0.0007	-0.0022
O	0.0002	0	0.001
O	0.0001	0.0001	0.0001
O	0.0001	0.0003	-0.0002
Si	-0.0001	-0.0002	0.0006
Si	0.0009	0.0008	-0.0009
Si	-0.0006	-0.0001	0.0007
Si	0.0001	0.0002	-0.0002
Si	-0.0015	0.0008	0.0022
Si	0.0006	0.0002	-0.001
Si	0.0004	0	-0.0011
Si	0	0.0006	-0.0009
Si	0.0009	0.0003	-0.0003
Si	0.0003	-0.0001	-0.0007
Si	0.0001	0.0001	-0.0006
Si	0.0007	0.0009	-0.0001
Si	0.0003	0.0004	0.0001
Si	0.0007	0.0009	-0.0004
Si	0.0004	0	-0.0006
Si	0.0005	-0.0003	0.0001
Si	0.0005	-0.0001	-0.0011
Si	-0.0007	0.0008	-0.002
Si	0.0005	0.0009	-0.0004
Si	0.0005	0.0005	-0.0001
Si	0.0009	0.0001	-0.0007
Si	0.0009	0.0008	-0.0008
Si	-0.0004	-0.0023	-0.0012
Si	-0.0004	0.0001	-0.0002
Si	0.0012	0.0011	0.0002
Si	0.0006	0.0003	-0.0008
Si	0.0006	0.0004	-0.0009
Si	0.0006	0.0002	0.0004
Si	0.0001	0.0009	-0.0002
Si	0.0004	0.0007	0.0002
Si	-0.0005	-0.0004	-0.0007
Si	-0.0003	0.0007	0.0017
Si	0.0006	0.0001	-0.0002
Si	0.001	0.0009	0.0005
Si	0.0001	0.0006	-0.0005
Si	0.0004	0.0018	0.0006
Si	0.0001	0.0009	0.0013
Si	-0.0001	-0.0008	-0.0014
Si	0.0009	-0.0003	0.0014
Si	-0.0001	0.0001	-0.0001
Si	-0.0001	0.001	-0.0011
Si	0.0005	0.0008	-0.0002
Si	-0.0013	0.0037	0.0007
Si	0.0002	0.0002	-0.0007
Si	0.0001	0.0002	-0.0003
Si	0	-0.0002	0.0007
Si	0.0016	0.0013	0.0016
O	0.0004	0.0002	-0.0004
O	0.0004	0.0002	-0.0001
O	0.0005	-0.0001	-0.0002
O	0.0003	-0.0001	0.0001
O	0.0003	0.0003	0.0002
O	0.0002	0.0006	0.001
O	0.0006	0.0003	0.0003
O	0	0.0005	0.0004
O	0.0001	0.0005	-0.0001
O	0	0.0009	0.0003
O	0.0009	0.0007	0.0001
O	0.0007	0.0001	0.0002
O	0.0005	0.0005	-0.0003
O	0.0006	0.0005	0.0009
O	0.0007	0.0001	0.0011
O	-0.0001	0.0005	0.0005
O	0.0001	0.0013	-0.001
O	0.0005	0.0004	0.0002
O	0.0003	0.0003	0
O	0.0002	0	0.0002
O	0.0014	0.0001	-0.0006
O	0.0003	0.0006	-0.0003
O	0.0003	0.0004	0.0003
O	-0.0001	0.0002	0.0003
O	-0.0004	0.0005	0.0003
O	0.0001	0.0003	0.0001
O	0.0004	0.0004	0.0007
O	0.0007	0	0
O	0.0005	-0.0001	0.0004
O	0.0003	0.0004	0.0001
O	0.0005	0.0005	-0.0005
O	0.0007	0.0006	-0.0006
O	-0.0003	0.0005	-0.0001
O	-0.0001	0.0003	0.0005
O	0	0.0006	0.0006
O	0.0006	0.0004	0.0003
O	0.0008	-0.0002	0.0004
O	0.0002	0.001	0.0003
O	0.0004	0.0005	-0.0002
O	0	0.0006	0.0003
O	0	0.0005	-0.0001
O	0.0001	0.0001	0.0006
O	0.0005	0.0001	0.0005
O	0.0005	0	0.0003
O	0.0005	0.0006	0.0009
O	-0.0003	-0.0008	-0.0009
O	0.0008	0.0005	0
O	0.0003	0	0
O	0.0003	0.0001	0.0003
O	0.0002	0.0005	0.0004
O	-0.0012	-0.0003	-0.0003
O	0.0008	-0.0012	-0.0003
O	0.0004	0.0002	0.0002
O	0.0004	0	0.0001
O	0.0003	0.0008	0.0002
O	0.0002	0.0004	0.0001
O	0.0001	-0.0001	0.0001
O	0.0004	0	0.0004
O	0.001	0.0003	-0.0014
O	0.0035	-0.0007	-0.0001
O	0.0002	0.0003	0.0002
O	0.0004	0.0003	-0.0001
O	-0.0001	-0.0001	0.0005
O	0.0003	0.0006	0.0001
O	0.001	-0.0007	-0.0006
O	0.0002	0.0001	0.0003
O	0.0002	0.0005	0.0004
O	0.0004	0.0001	0.0005
O	-0.0012	0.001	-0.0006
O	0.0008	0.0001	0.0003
O	0.0005	0.0007	0.001
O	-0.0003	0.0002	-0.0001
O	-0.0007	0.0021	-0.0005
O	0.0018	0.0001	-0.0007
O	0.0005	-0.0002	0.0004
O	0.0002	0.0003	0.0003
O	0.0006	0.0005	0.0001
O	0.0005	0.0002	-0.0005
O	0.0003	0.0005	-0.0003
O	-0.0001	0.0003	0
O	0.0005	0.0005	-0.0002
O	0.0017	-0.0017	-0.0049

The program warned: the cutoff lies below the one the program advises for these potential files; the forces do not sum to zero within the program's tolerance; the exchange-correlation potential is rough where the density is thin.
